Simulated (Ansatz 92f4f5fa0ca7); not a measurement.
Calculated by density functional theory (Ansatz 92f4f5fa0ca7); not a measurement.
Periodic cell of 254 atoms, Si144O106N4, from a study of silicon, its oxide and their interface. The atomic structure is a simulated model.

Settings: functional r2SCAN; potential files Ansatz PAW; basis plane waves; wave-function cutoff 800 eV; density cutoff ratio 5; exchange-correlation grid ratio 1; k mesh 1 x 1 x 1, shifted by 0.5 0.5 0 of a step; self-consistency stop 1e-10 eV per atom in the density residual; occupations fixed; spin none; net charge 0.

Cell vectors (angstrom)
a, 10.887, 0, 0
b, 0, 10.887, 0
c, 0, 0, 35.9762

Atoms: element, x, y, z (angstrom)
Si, -0.3254, 0.3482, -0.1365
Si, 3.0319, 2.4574, 0.136
Si, -0.3106, 5.8115, 0.1276
Si, 3.1227, 7.8753, 0.228
Si, 5.0977, 0.1169, 0.1354
Si, 8.2585, 2.5309, 0.1077
Si, 5.4029, 5.6744, 0.0168
Si, 8.3434, 8.0211, 0.1124
Si, 1.3347, 1.3368, 1.2914
Si, 4.2161, 4.0669, 1.3353
Si, 1.383, 6.8154, 1.4073
Si, 4.0689, 9.5054, 1.5845
Si, 6.7587, 1.287, 1.3836
Si, 9.476, 4.1243, 1.3541
Si, 6.8246, 6.85, 1.4469
Si, 9.5746, 9.5987, 1.2991
Si, 0.0083, 2.745, 2.6731
Si, 2.6139, -0.0092, 2.7788
Si, 0.0392, 8.2413, 2.7237
Si, 2.7617, 5.3903, 2.6999
Si, 5.4829, 2.7149, 2.7627
Si, 8.1738, -0.0261, 2.7285
Si, 5.4962, 8.1776, 2.8509
Si, 8.1503, 5.4489, 2.7742
Si, 1.3835, 4.0609, 4.0661
Si, 4.0481, 1.3674, 4.0678
Si, 1.3241, 9.5449, 4.1748
Si, 4.0816, 6.7793, 4.0992
Si, 6.8111, 4.0828, 4.1344
Si, 9.5298, 1.3799, 4.0565
Si, 6.8595, 9.5275, 4.1559
Si, 9.5441, 6.8371, 4.0611
Si, -0.0348, 0.0297, 5.4915
Si, 2.7066, 2.7074, 5.4619
Si, 0.0187, 5.4503, 5.3994
Si, 2.7215, 8.1545, 5.4518
Si, 5.4316, 0.0098, 5.4228
Si, 8.1789, 2.7224, 5.45
Si, 5.4343, 5.4354, 5.4826
Si, 8.1954, 8.1513, 5.4891
Si, 1.3522, 1.3667, 6.8523
Si, 4.0585, 4.0735, 6.8168
Si, 1.3421, 6.8066, 6.7886
Si, 4.0869, 9.5283, 6.788
Si, 6.7826, 1.3673, 6.7815
Si, 9.5556, 4.0854, 6.7797
Si, 6.81, 6.7989, 6.8369
Si, 9.5156, 9.5325, 6.8462
Si, -0.0186, 2.7374, 8.1989
Si, 2.7251, -0.0305, 8.1746
Si, -0.0046, 8.1536, 8.1772
Si, 2.681, 5.4448, 8.1402
Si, 5.4125, 2.694, 8.1539
Si, 8.1355, 0.024, 8.1522
Si, 5.4398, 8.1953, 8.1664
Si, 8.1987, 5.4192, 8.1536
Si, 1.3333, 4.1215, 9.5433
Si, 4.0625, 1.3385, 9.5483
Si, 1.35, 9.509, 9.5353
Si, 4.0339, 6.8215, 9.4619
Si, 6.8313, 4.0229, 9.4572
Si, 9.4921, 1.3495, 9.5405
Si, 6.7947, 9.5799, 9.5248
Si, 9.534, 6.7843, 9.545
Si, -0.0236, -0.0201, 10.8883
Si, 2.6474, 2.7013, 10.8591
Si, -0.0035, 5.4532, 10.9736
Si, 2.6879, 8.1366, 10.8958
Si, 5.4671, 0.0364, 10.9442
Si, 8.129, 2.6915, 10.9195
Si, 5.4483, 5.4282, 10.6794
Si, 8.1638, 8.1991, 10.8292
Si, 1.2166, 1.4157, 12.2712
Si, 4.1463, 4.0627, 12.0232
Si, 1.3772, 6.8065, 12.3728
Si, 4.0549, 9.5285, 12.1839
Si, 6.8289, 1.3652, 12.4064
Si, 9.4627, 4.0658, 12.2656
Si, 6.7158, 6.8224, 12.0266
Si, 9.5481, 9.463, 12.2628
Si, -0.2545, 2.6916, 13.7775
Si, 2.705, 0.0409, 13.4654
Si, -0.0202, 8.1689, 13.7968
Si, 2.8416, 5.2873, 13.4686
Si, 5.393, 2.8718, 13.6042
Si, 8.2305, -0.1159, 13.7062
Si, 5.3513, 8.069, 13.4569
Si, 8.0587, 5.5346, 13.3962
Si, 1.567, 3.8006, 14.7453
Si, 3.7954, 1.6469, 14.7912
Si, 1.2216, 9.8962, 14.9443
Si, 4.2691, 6.5231, 14.8932
Si, 6.5668, 4.5206, 14.8654
Si, 9.659, 0.9356, 15.3195
Si, 6.9844, 9.0833, 14.7629
Si, 9.1861, 6.8767, 14.9473
Si, 4.7895, 3.7503, 19.0714
Si, 11.6027, -5.0143, 33.204
Si, 6.0171, -1.5207, 17.5879
Si, -3.9463, -8.6374, 20.2363
Si, -8.1606, -3.0146, 20.0357
Si, 9.0947, 6.7569, 23.2127
Si, 13.95, 13.1572, 30.8765
Si, 4.2024, 20.4807, 22.0931
Si, 0.8719, 28.3288, 21.7768
Si, 26.9061, 18.4935, 31.8192
Si, 12.3301, 12.3603, 16.5712
Si, 13.215, 18.8295, 16.9677
Si, 7.4149, 4.6909, 24.8701
Si, 5.9812, 13.8279, 31.1652
Si, 11.195, 5.7382, 16.9011
Si, 17.5299, -1.397, 33.8575
Si, 6.1087, 28.1263, 27.1739
Si, 16.3821, -12.4571, 27.4907
Si, 10.6478, 19.7396, 24.8331
Si, 7.2233, 9.1859, 22.8241
Si, -1.6191, 26.8064, 31.5857
Si, 15.9039, 23.1832, 22.6635
Si, -4.0067, 27.3967, 30.1693
Si, -2.1993, 1.8083, 25.4155
Si, -9.0172, 14.0748, 33.3337
Si, 14.196, 19.2777, 29.4162
Si, -2.9941, -10.3735, 31.856
Si, 9.7962, 23.3594, 20.4003
Si, 8.0543, 10.1997, 29.1336
Si, -18.5579, 16.0484, 21.1357
Si, -2.6852, 0.4255, 18.1844
Si, 15.3329, 15.0826, 23.7337
Si, -5.062, 17.0392, 17.3981
Si, 12.2534, -4.4815, 28.2374
Si, 3.3432, -16.0209, 26.0058
Si, -6.7277, 0.9113, 17.6021
Si, 13.3805, 7.9738, 24.1403
Si, -0.7524, 1.1469, 28.0103
Si, 6.9491, -17.6378, 33.6898
Si, 8.4051, 15.6737, 17.0728
Si, 11.3072, 14.5532, 29.6762
Si, -0.1981, 3.4592, 18.4439
Si, -0.4543, -1.7699, 27.8144
Si, -23.1416, 21.962, 22.9153
Si, -4.5002, 21.6893, 25.1321
Si, 24.4649, -2.6666, 33.2986
Si, 2.0794, 10.3555, 31.189
Si, 21.6692, 11.7334, 32.8833
O, 2.379, -7.6339, 34.8472
O, 5.4906, -0.8181, 34.8233
O, 4.5518, 2.7007, 30.4463
O, 11.2292, -5.5273, 34.6847
O, -5.0452, 14.3957, 32.6795
O, -3.2036, 8.6055, 34.7106
O, 15.0873, 6.7465, 35.6636
O, 6.1933, 5.28, 34.5812
O, 2.7402, 20.4881, 32.4565
O, 11.4021, 13.1988, 33.1899
O, 9.4246, 1.4993, 35.5953
O, 16.8847, 4.3757, 24.1434
O, 7.507, 3.042, 34.7292
O, 3.4621, 4.4777, 24.9935
O, -0.053, 2.7168, 19.8574
O, 7.3448, 10.7869, 33.2281
O, -2.6667, 4.5463, 32.7405
O, 8.0771, -2.872, 15.4016
O, 10.8937, 10.8468, 34.2565
O, 2.5194, 11.656, 17.569
O, -2.4432, 2.3904, 20.8023
O, 7.4927, -1.052, 18.1346
O, 4.8765, -0.4629, 18.1424
O, 1.6074, -16.6277, 21.4013
O, -20.4076, -3.553, 33.0868
O, 9.1524, 1.3933, 23.9162
O, 9.4775, 0.5234, 19.1912
O, 6.0706, 9.6116, 15.993
O, -10.438, 26.7191, 18.3255
O, 9.8982, 1.6272, 26.4645
O, 3.6281, 3.9253, 20.1825
O, -8.1224, 8.2272, 18.4694
O, 4.6484, 1.0754, 16.0622
O, 10.0125, -1.6565, 26.2472
O, -2.1713, 0.907, 16.6923
O, 7.341, 16.6319, 17.8151
N, 11.264, 0.3268, 15.744
O, -3.8243, 1.3681, 18.8621
O, -11.6175, -7.0005, 30.8143
O, 16.9248, 1.6644, 21.4331
O, 10.7896, 13.3252, 28.731
O, -2.6895, 10.3701, 22.2595
O, 19.2707, 5.436, 23.7996
O, 10.3826, 9.9616, 23.6868
O, -5.0953, 20.1054, 22.0561
O, -3.3254, 3.8773, 16.0113
O, 15.3637, 13.2097, 18.3482
O, 10.3743, 0.8085, 21.6792
O, 25.9874, 24.4878, 23.1384
O, 7.018, 31.2583, 24.406
O, 9.9472, -3.4167, 24.3784
O, 4.5077, 19.1703, 30.4857
O, -2.9337, 29.5296, 22.6245
O, 6.0921, 19.5012, 32.6193
O, -0.5829, 16.9159, 32.2804
O, 1.6637, 17.9755, 23.0761
O, 7.5158, 0.7895, 25.8715
O, 6.2509, -7.2492, 19.7711
O, 12.1116, 4.9186, 15.8746
O, 3.501, 8.9782, 23.3987
O, 14.9482, 1.2812, 35.5765
O, 6.5707, 20.8247, 28.5334
O, 10.1751, 28.1588, 22.0362
O, 13.0689, 9.288, 16.1157
O, -13.0898, 22.511, 28.6336
O, -7.461, 17.941, 16.1915
O, -1.8253, 19.8906, 28.6708
N, 13.2839, 2.4525, 15.4755
O, 11.3146, 24.2552, 17.3147
O, 4.8252, 15.9877, 18.1563
O, 11.5183, 5.1302, 28.9409
O, -12.3306, -3.9887, 35.6289
O, -7.3119, -4.3547, 20.3448
O, -2.7534, 3.3264, 25.3492
O, 0.4197, 18.6285, 28.0108
O, 6.8972, 12.5037, 31.225
N, -5.2758, 38.4084, 15.688
O, 2.6599, 17.8267, 29.0687
O, 12.5667, 15.5578, 32.6971
O, -5.1928, 18.6454, 17.8049
O, 15.5144, -5.1642, 26.9778
O, 13.8177, 22.465, 30.5668
O, 3.0003, 2.4382, 32.474
O, -8.9357, 5.8072, 26.8266
O, 0.1419, 10.6416, 28.1086
O, -10.2302, 10.936, 31.6797
O, 7.1443, 16.5248, 26.1517
O, 8.0056, 21.1146, 30.7423
O, 14.9533, -16.585, 22.5079
O, 1.8823, 14.0423, 30.1903
O, 20.0127, 3.729, 18.0639
O, 8.4389, 16.7806, 30.4894
O, 23.8369, -1.6222, 29.984
N, 20.4706, -5.0664, 16.3131
O, 12.0891, -3.2756, 20.5643
O, 16.2025, 10.3364, 26.2355
O, 3.4288, 7.0792, 25.0838
O, 0.8807, -3.6585, 17.0039
O, 6.5456, 17.0512, 28.7002
O, 3.9808, 0.3021, 22.1309
O, 6.6949, 4.023, 30.2048
O, 14.7963, -3.6291, 32.8122
O, 16.9641, 7.9347, 26.8796
O, 14.9083, -12.7021, 28.1211
O, 13.5943, -2.2207, 34.8382
O, -5.1127, 0.8373, 23.9616
O, 16.8338, -4.5781, 31.3055
O, -12.4525, 12.0212, 32.261
O, 1.3661, -2.1552, 25.0115
O, 14.3447, 9.0953, 20.7631

Results
free energy: -154116.418 eV
free energy less fixed offsets of N -386.36, O -570.45, Si -639.56 eV per atom: -6.638 eV

Forces (eV/angstrom), in the order of the atoms: element, x, y, z
Si, -0.0008, 0.0024, -0.1453
Si, -0.0194, 0.0252, -0.1167
Si, 0.0196, -0.0109, -0.1222
Si, -0.0019, 0.0202, -0.1211
Si, 0.0027, -0.0239, -0.1097
Si, -0.0144, 0.004, -0.1186
Si, 0.0163, -0.003, -0.1204
Si, -0.015, 0.0101, -0.1056
Si, -0.0018, -0.002, 0.0054
Si, 0.0002, 0.0026, 0.0043
Si, -0.0001, -0.0016, 0.0065
Si, -0.0008, -0.0008, 0.0036
Si, -0.0018, 0.0017, 0.0064
Si, 0.0007, 0, 0.0073
Si, -0.0004, -0.0013, 0.0063
Si, 0, 0.0005, 0.0051
Si, 0.0015, 0.0009, -0.0009
Si, -0.0027, 0.0004, -0.0002
Si, 0.0011, -0.0004, -0.001
Si, -0.0011, -0.003, -0.0003
Si, 0.001, 0.0008, -0.0012
Si, -0.0017, -0.0021, -0.0015
Si, 0.0012, 0.0009, -0.0018
Si, -0.0031, -0.0011, -0.0002
Si, -0.0007, 0.0007, -0.0004
Si, 0.0012, -0.0021, 0.0001
Si, 0.0005, -0.0014, -0.0006
Si, -0.0021, -0.0008, 0
Si, -0.0014, -0.0008, 0.0016
Si, -0.0019, 0, 0.001
Si, -0.0002, 0.001, 0.0008
Si, 0.0005, 0.0002, -0.0003
Si, -0.0004, -0.0004, 0.0023
Si, -0.0011, -0.0008, 0.0011
Si, -0.0013, 0, 0.0006
Si, -0.0014, -0.0011, 0.0009
Si, -0.0016, -0.0001, 0.0006
Si, -0.0011, -0.0009, 0.0003
Si, -0.0022, -0.0008, 0.0014
Si, -0.0003, -0.0011, 0.0013
Si, -0.0019, -0.0009, 0.0007
Si, -0.0005, -0.0001, 0.0009
Si, -0.0006, -0.0008, 0.0013
Si, -0.0013, -0.0009, 0.0012
Si, -0.0006, -0.0002, 0.001
Si, -0.0001, -0.0007, 0.001
Si, -0.0012, -0.0006, 0.0006
Si, -0.0013, -0.0006, 0.0007
Si, -0.0005, -0.0011, 0.0007
Si, -0.0022, 0.0002, 0.0008
Si, -0.0025, -0.0009, 0.0016
Si, 0.0005, -0.0014, 0.001
Si, -0.0004, -0.0007, 0.0014
Si, -0.0004, -0.0011, 0.0012
Si, -0.0014, -0.0008, 0.0014
Si, -0.0004, -0.0008, 0.0015
Si, -0.0004, 0.0004, 0.0005
Si, -0.0007, -0.0004, 0.0012
Si, -0.0011, -0.0007, 0.0005
Si, 0.0007, -0.0008, 0.0004
Si, 0.0005, 0.0004, 0.0004
Si, 0.0005, -0.0011, 0.0008
Si, -0.002, -0.0011, 0.0006
Si, -0.0021, -0.0005, 0.001
Si, 0.0003, -0.0013, 0.0004
Si, -0.0015, 0.0002, 0.0005
Si, -0.0015, -0.0009, -0.0008
Si, -0.0007, -0.0002, -0.0002
Si, 0.0002, -0.0006, -0.0002
Si, 0.0002, 0.0003, -0.0009
Si, 0.0001, -0.0021, -0.0001
Si, -0.0023, 0, -0.0007
Si, 0.0019, -0.0004, -0.001
Si, -0.0006, -0.0006, -0.0029
Si, -0.0012, 0.0002, -0.0013
Si, -0.0022, -0.0018, -0.0022
Si, 0.0023, -0.0002, -0.0037
Si, -0.0003, -0.0043, -0.0006
Si, -0.0016, 0.0003, -0.0004
Si, -0.0012, -0.0006, -0.0003
Si, -0.0012, 0.0062, 0.0034
Si, -0.002, -0.0011, 0.0021
Si, 0.0029, -0.003, 0.0023
Si, 0.0057, -0.0032, 0.001
Si, -0.0017, 0.0026, 0.0036
Si, -0.0016, -0.0041, 0.0025
Si, -0.0005, 0.0009, 0.0021
Si, -0.001, -0.0032, 0.0044
Si, -0.0048, -0.0185, -0.0732
Si, -0.0181, 0.0091, -0.0851
Si, -0.0188, 0.0038, -0.0813
Si, 0.0055, -0.0068, -0.1001
Si, -0.0046, -0.0064, -0.084
Si, 0.0307, 0.0119, -0.1272
Si, 0.0241, -0.013, -0.0888
Si, -0.0078, 0.0212, -0.0819
Si, 0.0144, 0.0013, -0.256
Si, -0.0127, 0.0219, -0.2456
Si, -0.0065, -0.0171, -0.1907
Si, 0.033, 0.0283, -0.2933
Si, 0.0163, 0.0029, -0.3123
Si, 0.0307, 0.0064, -0.2452
Si, -0.026, 0.0111, -0.2359
Si, -0.0301, 0.0027, -0.2686
Si, 0.0433, -0.0233, -0.2747
Si, -0.0119, -0.0345, -0.2939
Si, -0.0039, -0.0144, -0.1829
Si, -0.0104, -0.0025, -0.249
Si, 0.0018, -0.0231, -0.2808
Si, 0.0065, 0.0013, -0.2418
Si, -0.0148, -0.0003, -0.1762
Si, 0.004, 0.019, -0.28
Si, -0.0234, -0.0358, -0.3477
Si, 0.0273, 0.0303, -0.3114
Si, 0.0139, -0.0245, -0.311
Si, -0.0232, 0.0081, -0.2366
Si, 0.0138, -0.0176, -0.2692
Si, 0.0178, 0.0106, -0.3003
Si, -0.0243, 0.0497, -0.3057
Si, -0.0631, 0.0005, -0.3016
Si, -0.0014, -0.0271, -0.2651
Si, -0.0035, -0.0399, -0.3054
Si, -0.006, -0.0308, -0.2927
Si, 0.0063, 0.054, -0.3068
Si, -0.0001, -0.0185, -0.3223
Si, 0.0021, -0.0254, -0.289
Si, 0.0159, -0.0288, -0.2705
Si, -0.0242, -0.0147, -0.309
Si, 0.0333, 0.0071, -0.2155
Si, 0.0145, 0.0283, -0.2871
Si, 0.0381, -0.015, -0.3228
Si, -0.0423, -0.0304, -0.2096
Si, -0.0152, 0.0203, -0.3041
Si, -0.0252, -0.0318, -0.2983
Si, 0.0123, -0.0048, -0.2963
Si, -0.001, 0.0194, -0.1765
Si, -0.0157, 0.0051, -0.2919
Si, 0.0033, 0.0225, -0.2424
Si, -0.0032, 0.0003, -0.2942
Si, 0.0298, 0.0324, -0.3167
Si, 0.0259, 0.0253, -0.3208
Si, 0.0281, 0.0037, -0.2629
Si, 0.0168, -0.0235, -0.2667
Si, -0.0124, 0.0201, -0.2807
O, 0.0472, -0.0246, 0.1834
O, -0.0442, 0.0458, 0.1412
O, 0.0081, 0.0003, 0.0864
O, -0.0373, -0.0048, 0.1877
O, 0.0232, 0.0397, 0.1719
O, 0.0533, -0.0459, 0.141
O, 0.0036, -0.0098, 0.0676
O, -0.0513, 0.0423, 0.1532
O, 0.012, -0.0545, 0.1451
O, 0.0089, 0.0109, 0.0899
O, -0.0033, 0.0025, 0.0757
O, 0.0664, 0.0227, 0.1174
O, 0.0392, -0.046, 0.1529
O, -0.0385, 0.0562, 0.1779
O, -0.0237, -0.0595, 0.1443
O, -0.0384, -0.0532, 0.1542
O, -0.0653, -0.0273, 0.1554
O, -0.0105, 0.0022, 0.0448
O, -0.0035, -0.0292, 0.1974
O, 0.0386, -0.0118, 0.0888
O, -0.006, -0.0066, 0.109
O, 0.0224, 0.0219, 0.0837
O, 0.0023, 0.0004, 0.0801
O, -0.0246, 0.0222, 0.0999
O, -0.0025, -0.0049, 0.0849
O, -0.0331, 0.056, 0.1954
O, 0.0349, 0.0305, 0.1562
O, -0.0248, 0.0108, 0.14
O, 0.0073, -0.0297, 0.1121
O, 0.0784, -0.0264, 0.2165
O, -0.0496, 0.0484, 0.1563
O, 0.0149, -0.01, 0.2358
O, 0.0137, -0.0187, 0.1358
O, -0.0092, 0.0198, 0.2451
O, -0.0617, -0.0187, 0.1896
O, -0.0191, 0.0033, 0.076
N, 0.0159, 0.0154, 0.0867
O, -0.0238, 0.0541, 0.1427
O, -0.0613, 0.0367, 0.148
O, -0.084, -0.0404, 0.1984
O, 0.0491, 0.0931, 0.1503
O, -0.0027, -0.0217, 0.1101
O, -0.0471, -0.0478, 0.1234
O, 0.0321, -0.0603, 0.1448
O, 0.0482, -0.0021, 0.1003
O, 0.0325, 0.0047, 0.1018
O, 0.0271, 0.0762, 0.1108
O, -0.016, -0.0721, 0.2009
O, -0.0036, 0.039, 0.1088
O, -0.0267, 0.0397, 0.1696
O, 0.0343, 0.0497, 0.1315
O, 0.06, -0.0234, 0.1899
O, 0.0189, -0.0145, 0.0806
O, 0.043, 0.0569, 0.1512
O, 0.0553, 0.0228, 0.1253
O, 0.0508, 0.0586, 0.1874
O, 0.02, 0.0066, 0.1087
O, 0.0287, -0.034, 0.1147
O, -0.0265, 0.0417, 0.095
O, -0.0431, -0.0508, 0.1559
O, 0.0044, -0.0038, 0.0588
O, 0.0655, 0.024, 0.142
O, -0.0665, 0.0176, 0.1241
O, 0.0332, -0.0445, 0.1048
O, -0.0372, -0.025, 0.1202
O, -0.0375, 0.0292, 0.1151
O, -0.0477, 0.0206, 0.1144
N, -0.0088, -0.0175, 0.0874
O, -0.0383, 0.0494, 0.1235
O, -0.0382, -0.072, 0.1245
O, -0.0341, -0.0852, 0.1349
O, -0.0059, 0.0051, 0.0629
O, -0.0109, -0.0238, 0.1083
O, 0.0203, -0.0215, 0.0948
O, 0.0279, -0.0325, 0.1028
O, 0.0066, -0.0033, 0.0942
N, 0.0066, 0.0153, 0.1289
O, 0.0425, 0.0452, 0.1255
O, -0.0054, 0.003, 0.0934
O, -0.0055, 0.0134, 0.0739
O, 0.054, 0.0202, 0.132
O, -0.0092, 0.008, 0.0875
O, -0.0287, 0.0281, 0.157
O, -0.0793, 0.0225, 0.186
O, 0.0098, 0.0252, 0.1011
O, -0.044, 0.0324, 0.1274
O, -0.0476, 0.0732, 0.1911
O, -0.0119, 0.0499, 0.2234
O, 0.0569, -0.0319, 0.2052
O, 0.0721, -0.0364, 0.1238
O, 0.0286, -0.0419, 0.0988
O, 0.0403, -0.0252, 0.1223
O, -0.0226, 0.0614, 0.1451
N, 0.0162, -0.0426, 0.1105
O, -0.0435, -0.0334, 0.1434
O, -0.0377, -0.0653, 0.1952
O, 0.0331, -0.0651, 0.1608
O, 0.0145, 0.0064, 0.0729
O, 0.0446, -0.0439, 0.2708
O, 0.0169, 0.0082, 0.095
O, -0.0114, -0.0441, 0.114
O, -0.0508, 0.0099, 0.1203
O, -0.0073, 0.012, 0.1106
O, -0.0743, -0.0269, 0.1601
O, 0.0089, -0.006, 0.1859
O, 0.0593, -0.058, 0.1871
O, -0.034, 0.0353, 0.1322
O, 0.0481, 0.0071, 0.1078
O, -0.0382, 0.0161, 0.1147
O, 0.0486, 0.0496, 0.1611

The program warned: the cutoff lies below the one the program advises for these potential files; the forces do not sum to zero within the program's tolerance; empty levels may hold ghost states of the PAW files; the exchange-correlation potential is rough where the density is thin.
